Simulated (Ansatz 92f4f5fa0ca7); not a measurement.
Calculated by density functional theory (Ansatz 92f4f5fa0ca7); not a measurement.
Periodic cell of 215 atoms, Si132O82As1, from a study of silicon, its oxide and their interface. The atomic structure is a simulated model.
Doubt: the cutoff is far below the 930 eV that the study's wrapper takes by default for these files, so forces and energies are approximate.
This geometry differs little from another in the collection (a relaxation step or a small displacement).

Settings: functional PBE; potential files Ansatz PAW; basis plane waves; wave-function cutoff 580 eV; density cutoff ratio 5; exchange-correlation grid ratio 1; k mesh 1 x 1 x 1, Gamma-centred; self-consistency stop 5e-08 eV per atom in the density residual; occupations fixed; spin none; net charge +1 e, with a uniform compensating background and no finite-size correction.

Cell vectors (angstrom)
a  10.938  0  0
b  0  10.938  0
c  0  0  31.5432

Atoms and the computed forces on them: element, x, y, z (angstrom), force x, y, z (eV/angstrom)
Si  10.4373  0.5744  24.3328  -0.0187  -0.0008  0.029
Si  6.0482  10.5022  24.1404  0.0006  -0.0328  0.0327
Si  2.1301  3.2456  24.073  -0.0017  0.0267  0.0326
Si  8.7021  2.2556  24.2999  0.0263  -0.0027  0.0287
Si  0.5038  5.0545  24.1564  0.0068  -0.0228  0.0279
Si  5.0575  5.8909  24.1859  -0.023  0.0194  0.0291
Si  3.3957  7.6504  24.1544  0.0248  -0.0177  0.037
Si  7.834  8.827  23.9812  -0.0251  0.0142  0.0341
Si  1.3437  1.4819  25.4506  -0.0159  -0.0032  -0.0162
Si  6.9231  1.2957  25.4962  0.0067  -0.0021  -0.0112
Si  4.0263  4.099  25.3171  0.0073  0.0026  -0.0124
Si  9.6734  4.0921  25.4146  -0.0042  -0.0012  -0.011
Si  1.5001  6.8125  25.3655  0.0008  0.0029  -0.0156
Si  6.9011  6.9482  25.2319  -0.0032  -0.0084  -0.0111
Si  4.2346  9.5311  25.3377  0.0052  0.0016  -0.0181
Si  9.5271  9.6416  25.4302  0.0082  0.0091  -0.0166
Si  2.7808  0.0068  26.6292  0.0077  -0.0075  0.0547
Si  8.2283  -0.0279  26.9427  0.0011  0.0058  -0.1535
Si  0.0165  2.7645  26.9153  -0.0002  0.0113  -0.1501
Si  5.451  2.7315  26.6524  -0.0038  0.0031  0.05
Si  2.7604  5.4349  26.8312  0.0077  0.0067  -0.096
Si  8.2307  5.5216  26.6152  -0.0035  -0.0052  0.0497
Si  0.0416  8.2119  26.6387  -0.0108  -0.0159  0.0533
Si  5.5591  8.197  26.7861  -0.0129  -0.0106  -0.0782
Si  4.1105  1.3655  28.0662  0.0016  -0.0114  -0.0158
Si  9.5959  1.3687  28.217  0.0104  0.0015  0.2136
Si  1.3929  4.117  28.213  0.0175  0.0306  0.1991
Si  6.8431  4.1275  28.0106  -0.0035  0.0234  -0.0499
Si  4.1588  6.8213  28.1208  0.0475  -0.0034  0.0882
Si  9.5993  6.8494  28.0474  0.0106  0.0009  -0.0248
Si  1.3912  9.5929  28.035  0.0149  0.0056  -0.0461
Si  6.8531  9.5376  28.2167  -0.0435  -0.0454  0.1939
Si  0.0507  -0.0208  29.516  -0.0131  0.0149  -0.0098
Si  5.4554  0.0086  29.4857  -0.0006  -0.0004  -0.0341
Si  2.7611  2.7073  29.5161  0.0056  0.008  -0.0291
Si  8.1758  2.7683  29.4637  0.0083  -0.0095  -0.0049
Si  -0.0125  5.4957  29.4914  0.0015  0.0006  -0.033
Si  5.5105  5.4486  29.4821  -0.0088  0.006  -0.008
Si  2.7532  8.2135  29.423  -0.0152  0.0077  0.0067
Si  8.2551  8.1698  29.5216  -0.0085  0.0046  -0.0238
Si  1.3933  1.3541  30.8979  -0.0105  -0.0011  0.0032
Si  6.8212  1.381  30.8312  0.0042  -0.0085  0.0042
Si  4.1482  4.0769  30.8653  -0.0101  0.0185  0.0087
Si  9.552  4.1162  30.8358  0.0032  -0.0048  0.0027
Si  1.3689  6.8804  30.8147  0.0102  -0.0077  0.0044
Si  6.8796  6.7857  30.8784  -0.0136  0.0095  0.0016
Si  4.0726  9.5818  30.8318  0.0132  -0.0052  -0.0005
Si  9.6067  9.5528  30.8863  -0.0022  0.0023  0.0032
Si  2.7494  -0.0245  0.7207  -0.0043  0.0207  0.0037
Si  8.1832  0.0043  0.6528  0.0054  0.004  0.0031
Si  -0.0298  2.7457  0.6633  0.0062  -0.005  0.0041
Si  5.4817  2.7024  0.7115  -0.013  -0.0034  -0.0016
Si  2.6813  5.4416  0.6156  -0.0023  -0.0307  -0.0021
Si  8.2267  5.4309  0.7308  0.0085  0.0148  -0.003
Si  0.0318  8.1807  0.7147  -0.0223  -0.0005  -0.0007
Si  5.5065  8.2472  0.6212  0.0237  0.0015  -0.0013
Si  4.1166  1.337  2.081  0.0004  0.0001  0.027
Si  9.5235  1.3805  2.028  0.0149  -0.0248  0.026
Si  1.3146  4.1229  2.0564  0.0271  -0.0057  0.0074
Si  6.8569  4.0463  2.0754  -0.0304  0.0252  0.0104
As  4.0778  6.858  2.0287  -0.0186  0.0212  -0.0172
Si  9.6069  6.8005  2.0756  -0.0066  0.0076  0.0154
Si  1.3704  9.5608  2.0806  0.0343  -0.0237  0.0274
Si  6.8354  9.5805  2.0714  -0.0136  -0.0036  -0.004
Si  -0.0565  -0.0031  3.362  -0.0714  -0.0007  -0.1551
Si  5.4718  -0.0165  3.5028  -0.0113  0.0099  0.0211
Si  2.6874  2.7196  3.3557  -0.0172  -0.0223  -0.2078
Si  8.1893  2.6847  3.5159  0.0092  -0.0325  0.0348
Si  -0.0202  5.4551  3.5325  -0.0217  0.0162  0.0424
Si  5.4767  5.4366  3.3884  0.0337  -0.0321  -0.1014
Si  2.7069  8.2298  3.5477  -0.0186  0.0174  0.0178
Si  8.2288  8.1854  3.3846  0.0479  -0.0023  -0.1053
Si  1.2786  1.3719  4.6757  0.0257  0.0022  0.1258
Si  6.8407  1.3003  4.9375  0.0072  -0.0184  -0.058
Si  4.0315  4.1117  4.6619  0.0247  0.0344  0.0994
Si  9.528  4.0565  4.9172  0.0257  0.0242  -0.0535
Si  1.3479  6.8443  4.9303  -0.0203  -0.0028  -0.0485
Si  6.8401  6.8214  4.6974  -0.0182  0.001  0.0861
Si  4.125  9.5682  4.926  0.0069  0.0083  -0.0522
Si  9.5671  9.5694  4.7552  -0.0115  -0.014  0.0662
Si  2.602  0.043  6.1052  0.0101  0.022  0.0348
Si  8.2249  -0.1379  6.2862  0.0035  0.0184  0.0043
Si  -0.0257  2.645  6.2135  -0.0251  -0.018  0.0069
Si  5.3729  2.7689  6.0747  -0.0205  0.0088  0.0397
Si  2.7483  5.4242  6.1758  0.0025  0.0093  0.0065
Si  8.0873  5.4347  6.1892  0  0.0195  0.0293
Si  -0.0112  8.3025  6.245  0.003  -0.001  0.0149
Si  5.5683  8.1486  6.1825  -0.0032  -0.0165  0.0114
Si  3.4652  1.9409  7.1875  0.0043  -0.0236  -0.0642
Si  10.0159  0.8276  7.4896  0.0237  -0.0211  -0.0309
Si  1.7555  3.6494  7.3739  0.0278  0.0032  -0.0161
Si  6.2062  4.5186  7.3979  -0.0139  0.0189  -0.0674
Si  4.6394  6.306  7.282  0.0187  -0.0097  -0.0325
Si  9.1615  7.1867  7.3419  -0.0213  0.011  -0.0453
Si  0.8895  10.1565  7.5358  -0.0283  0.005  -0.074
Si  7.4142  8.8895  7.516  0.0222  -0.0287  -0.0446
O  4.5832  6.6067  8.9007  -0.0207  0.0172  0.0361
O  1.3713  3.9676  8.9537  -0.0159  0.0172  0.0196
O  9.7467  6.5365  8.7456  0.0154  -0.0145  0.0325
O  1.3032  10.108  9.1526  0.0342  -0.0087  0.0709
O  6.0679  4.2091  9.0256  0.0064  -0.0272  0.0555
O  3.7128  1.5958  8.7627  0.0261  -0.0137  0.0682
O  7.1426  8.9623  9.1555  -0.0138  0.0251  0.0497
O  9.6461  1.0703  9.0831  -0.0262  0.0145  0.0349
O  8.2399  2.5346  22.7477  -0.0209  0.0113  -0.0201
O  10.9961  5.5537  22.6459  -0.0101  0.0213  -0.0233
O  5.6329  0.0935  22.6397  -0.0153  0.0294  -0.0252
O  5.29  5.3993  22.6277  0.0204  -0.0165  -0.0301
O  2.1497  2.8009  22.4769  0.0089  -0.0265  -0.0358
O  3.3307  7.8547  22.5101  -0.0212  0.0152  -0.0346
O  8.3841  8.7458  22.4114  0.0259  -0.0082  -0.0333
O  -0.1647  11.2315  22.7524  0.0218  -0.0158  -0.027
Si  2.1581  2.9739  12.8967  -0.0081  -0.0019  0.0337
Si  8.6804  1.3066  10.3761  -0.0017  -0.0061  0.0147
Si  1.0642  4.5024  15.3493  0.0035  -0.0053  0.0118
Si  7.5428  5.5776  12.2049  -0.0067  -0.0028  0.0358
Si  2.4153  8.1835  21.2043  0.0051  -0.016  -0.0178
Si  5.4069  7.7835  12.4812  0.0046  -0.0031  0.0328
Si  9.2653  0.4535  15.5047  0.0079  0.0066  0.0062
Si  2.9138  -0.0375  16.6598  0.0063  0.0004  0.0086
Si  10.4718  1.159  12.613  0.0011  0.0004  0.0401
Si  7.7652  2.8317  21.2299  -0.0039  -0.0105  -0.0318
Si  9.1283  8.7844  14.4653  0.0062  -0.0093  0.0201
Si  1.4686  4.776  10.3733  -0.0077  0.002  0.0225
Si  4.4848  9.4859  19.1314  0.003  0.001  -0.0187
Si  11.0751  6.0995  21.1096  0.0043  0.009  -0.0249
Si  6.6156  10.4483  14.8494  0.0024  -0.0014  0.0231
Si  5.3904  0.7328  21.1672  0.0108  -0.007  -0.0306
Si  2.343  9.8009  10.3917  -0.0046  0.0224  0.0238
Si  0.4327  10.6332  21.3811  -0.0108  0.0047  -0.0323
Si  5.8535  5.2537  21.1155  -0.002  0.007  -0.012
Si  3.6364  7.084  10.1176  0.0101  -0.0104  0.0221
Si  9.0433  5.6842  14.8426  -0.0044  -0.0032  0.0151
Si  3.6581  4.0826  19.0864  0.0016  -0.0093  -0.0112
Si  10.0315  3.6636  19.3175  -0.005  0.0062  -0.0234
Si  4.2551  8.6699  15.3677  0.0008  0.0008  0.0083
Si  0.4551  1.92  17.1586  -0.0041  0  -0.0054
Si  6.7939  7.5346  19.242  0.0032  0.0053  -0.0245
Si  5.2579  3.6248  16.7392  -0.0004  -0.002  -0.0034
Si  7.783  5.0119  17.5245  0.0065  0.0101  -0.0075
Si  6.6612  9.9205  10.3929  -0.0055  0.0021  0.0183
Si  4.38  1.0438  10.114  -0.0113  0.0112  0.0119
Si  -0.0378  9.0913  11.908  0.0039  -0.0079  0.0398
Si  9.1042  8.6328  20.9316  0.0034  0.005  -0.0268
Si  4.5572  1.6677  14.5813  -0.0085  0.0018  0.0171
Si  2.4482  2.083  21.0386  -0.0099  -0.0035  -0.019
Si  6.3293  3.3322  10.3813  0.005  0.0092  0.0175
Si  3.43  5.918  16.7326  0.0001  -0.0013  -0.0018
Si  9.8762  6.5385  10.3669  0.0063  -0.007  0.0202
O  0.1249  2.6302  18.5885  0.0087  -0.0086  0.0086
O  2.9238  9.6348  15.5852  -0.0009  -0.0025  -0.0098
O  10.8617  4.806  20.1456  -0.006  -0.018  0.0098
O  7.5753  2.399  9.9313  0.0026  0.0021  -0.0117
O  10.9257  5.3501  10.8147  -0.0022  -0.0019  -0.0235
O  6.5867  6.7276  12.8641  -0.0003  0.0021  -0.0223
O  10.3144  8.0649  10.7805  0.0063  0.0156  -0.0198
O  7.6641  9.4554  14.0005  -0.0034  0.0011  -0.0176
O  8.4073  6.2104  10.9768  -0.0116  -0.0067  -0.018
O  5.3594  10.4835  20.0714  -0.0063  -0.0149  0.0107
O  2.1703  3.7412  11.4359  0.0078  -0.0155  -0.0116
O  7.9758  8.5474  19.7551  -0.014  -0.0039  0.0086
O  6.2066  6.7316  20.543  0.0038  0.0061  0.0151
O  5.5128  2.7173  15.4084  -0.0008  0.0001  -0.0067
O  1.3061  0.9262  20.6996  0.0035  0.0042  0.0222
O  6.0454  9.047  11.6297  -0.011  -0.0091  -0.0172
O  4.6164  4.99  16.1108  -0.0011  0.0021  -0.0017
O  6.593  3.9061  17.6378  -0.0045  -0.0044  0.0082
O  10.534  10.6723  11.8104  -0.0059  0.0069  -0.0247
O  5.5816  0.4973  13.9904  0.0009  0.001  -0.0165
O  8.0179  5.0881  15.9296  0.0006  -0.0021  -0.0073
O  9.7317  9.8145  15.5888  -0.0006  -0.001  -0.0027
O  -0.3974  5.1508  15.1281  0.0018  -0.001  -0.0081
O  1.5727  6.8355  20.8029  -0.0005  -0.0011  0.0225
O  1.5016  0.6395  17.1809  0.0019  0.0003  0.0042
O  6.5966  1.7717  20.8055  0.0014  0.0044  0.0261
O  1.0162  1.7957  12.8349  -0.0002  -0.0018  -0.0214
O  3.2425  5.4965  18.3263  0.0009  0.0066  0.0054
O  9.5286  2.0138  11.5874  0.0098  0.004  -0.0153
O  1.0161  3.1006  16.1824  0.0003  0.0043  -0.0022
O  8.5832  5.1391  13.3765  0.0043  0.0009  -0.0093
O  10.2751  8.5821  13.3137  -0.0103  0.0031  -0.0055
O  1.4467  9.3993  21.6863  -0.0005  0.0019  0.0204
O  10.0808  9.9364  20.6073  -0.0038  -0.0026  0.0229
O  3.176  0.2068  10.8763  -0.007  -0.0037  -0.0199
O  5.0701  2.3567  10.8294  -0.0023  -0.0008  -0.0221
O  1.7414  4.1582  13.9182  -0.0035  0.0041  -0.0079
O  7.9184  10.8632  10.8609  -0.0013  0.0044  -0.0261
O  9.1329  4.4702  18.2312  -0.0084  0.0043  0.0057
O  5.6358  9.4983  15.7733  0.0033  0.0005  -0.0022
O  5.5324  -0.0381  9.7509  0.0144  -0.0064  -0.0261
O  3.5968  2.3112  13.3943  0.0056  -0.0025  -0.0145
O  1.9758  5.6493  16.0532  -0.0022  -0.0006  -0.0059
O  9.7149  1.0428  14.0438  -0.0038  -0.0044  -0.003
O  4.3791  6.9427  11.542  0.0101  0.002  -0.0096
O  4.7558  4.4827  20.2134  -0.0166  -0.0072  0.0072
O  9.9526  1.3437  16.6537  -0.0033  -0.0047  0.0037
O  6.6688  4.3114  11.6426  0.0049  0.0105  -0.0177
O  5.5836  8.4069  18.5748  -0.0019  0.0002  0.012
O  9.0758  2.7364  20.2688  0.0148  0.0055  0.0109
O  3.6033  1.1359  15.7822  0.0008  -0.0016  -0.0045
O  4.2149  3.0755  17.9  0.0068  0.004  0.001
O  9.918  7.2204  20.8923  0.0003  -0.0009  0.0245
O  3.3436  8.6578  9.8078  0.0005  -0.0017  -0.0193
O  3.9334  7.4278  16.3804  -0.0013  -0.0022  -0.0024
O  7.6314  0.4826  15.7018  -0.0018  -0.0026  -0.0044
O  8.9211  7.2966  15.0425  -0.0015  0.0042  -0.0061
O  3.9317  1.4372  21.1534  0.0004  0.0032  0.0254
O  1.591  9.1295  11.6919  -0.0098  -0.0074  -0.014
O  2.3221  6.1441  10.1495  0.0005  -0.0018  -0.0221
O  7.3506  6.4614  18.144  0.003  -0.0138  0.0041
O  7.2195  4.3653  21.1278  -0.0015  0.0016  0.0247
O  4.5435  8.2366  13.8016  -0.0055  0.004  -0.0061
O  3.3342  8.6642  19.9581  0.0148  0.0091  0.0051
O  2.4936  3.2379  19.8721  0.0062  0.0186  0.0045
O  3.7431  10.37  17.9728  -0.0109  0.0054  -0.005

Results
free energy: -135411.154 eV
free energy less fixed offsets of As -4856.12, O -568.88, Si -635.61 eV per atom: -6.354 eV

The program warned: the cutoff lies below the one the program advises for these potential files; the forces do not sum to zero within the program's tolerance; the exchange-correlation potential is rough where the density is thin.
